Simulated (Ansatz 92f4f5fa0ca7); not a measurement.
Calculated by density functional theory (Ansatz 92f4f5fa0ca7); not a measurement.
Periodic cell of 212 atoms, Si132O80, from a study of silicon, its oxide and their interface. The atomic structure is a simulated model.
Doubt: the cutoff is far below the 930 eV that the study's wrapper takes by default for these files, so forces and energies are approximate.
This geometry differs little from another in the collection (a relaxation step or a small displacement).

Settings
functional: PBE
potential files: Ansatz PAW
basis: plane waves
wave-function cutoff: 580 eV
density cutoff ratio: 5
exchange-correlation grid ratio: 1
k mesh: 1 x 1 x 1, Gamma-centred
self-consistency stop: 5e-08 eV per atom in the density residual
occupations: fixed
spin: none
net charge: 0

Cell vectors (angstrom)
a 10.938 0 0
b 0 10.938 0
c 0 0 31.0835

Atoms: element, x, y, z (angstrom)
Si 0.4213 10.4919 23.7259
Si 5.0014 0.4807 23.8897
Si 3.2921 2.1897 23.6376
Si 7.7409 3.113 23.7663
Si 10.4964 5.8572 23.6045
Si 5.9742 4.8151 23.5681
Si 2.0779 8.7362 23.868
Si 8.7707 7.6277 23.4925
Si 1.4107 1.3633 24.8765
Si 6.7779 1.4196 25.0907
Si 4.1521 4.0317 24.8796
Si 9.5179 4.1467 24.9293
Si 1.267 6.8344 24.974
Si 6.8895 6.7409 24.7331
Si 4.0189 9.5762 24.9552
Si 9.5569 9.4729 24.8523
Si 2.7126 0.0196 26.3529
Si 8.2137 -0.0374 26.2576
Si 0.0027 2.7486 26.2348
Si 5.4349 2.7751 26.4054
Si 2.7442 5.4528 26.2308
Si 8.1803 5.4934 26.316
Si -0.0444 8.2049 26.3546
Si 5.4945 8.158 26.1902
Si 4.1018 1.3673 27.6652
Si 9.5708 1.3673 27.6652
Si 1.3673 4.1018 27.6652
Si 6.8362 4.1018 27.6652
Si 4.1018 6.8362 27.6652
Si 9.5708 6.8362 27.6652
Si 1.3673 9.5708 27.6652
Si 6.8362 9.5708 27.6652
Si 0 0 29.0325
Si 5.469 0 29.0325
Si 2.7345 2.7345 29.0325
Si 8.2035 2.7345 29.0325
Si 0 5.469 29.0325
Si 5.469 5.469 29.0325
Si 2.7345 8.2035 29.0325
Si 8.2035 8.2035 29.0325
Si 1.3673 1.3673 30.3997
Si 6.8362 1.3673 30.3997
Si 4.1018 4.1018 30.3997
Si 9.5708 4.1018 30.3997
Si 1.3673 6.8362 30.3997
Si 6.8362 6.8362 30.3997
Si 4.1018 9.5708 30.3997
Si 9.5708 9.5708 30.3997
Si 2.7345 0 0.6835
Si 8.2035 0 0.6835
Si 0 2.7345 0.6835
Si 5.469 2.7345 0.6835
Si 2.7345 5.469 0.6835
Si 8.2035 5.469 0.6835
Si 0 8.2035 0.6835
Si 5.469 8.2035 0.6835
Si 4.1018 1.3673 2.0507
Si 9.5708 1.3673 2.0507
Si 1.3673 4.1018 2.0507
Si 6.8362 4.1018 2.0507
Si 4.1018 6.8362 2.0507
Si 9.5708 6.8362 2.0507
Si 1.3673 9.5708 2.0507
Si 6.8362 9.5708 2.0507
Si 0 0 3.418
Si 5.469 0 3.418
Si 2.7345 2.7345 3.418
Si 8.2035 2.7345 3.418
Si 0 5.469 3.418
Si 5.469 5.469 3.418
Si 2.7345 8.2035 3.418
Si 8.2035 8.2035 3.418
Si 1.4183 1.3342 4.7161
Si 6.8414 1.3394 4.8645
Si 4.0974 4.1149 4.6826
Si 9.5606 4.1252 4.8134
Si 1.3703 6.8535 4.8488
Si 6.8486 6.8483 4.7434
Si 4.1375 9.5635 4.9035
Si 9.5555 9.5676 4.7667
Si 2.7559 0.0847 6.2492
Si 8.2636 -0.039 6.2645
Si 0.0608 2.7092 6.0388
Si 5.383 2.7701 6.0943
Si 2.8717 5.5018 6.121
Si 8.2122 5.5603 6.1664
Si -0.0703 8.2134 6.2051
Si 5.5817 8.15 6.2585
Si 3.5407 2.0573 7.4336
Si 10.2108 0.8953 7.3087
Si 1.8078 3.7373 7.2013
Si 6.4489 4.4777 7.2716
Si 4.748 6.2568 7.4553
Si 9.105 7.303 7.5733
Si 0.8757 10.0602 7.3048
Si 7.3493 9.1063 7.5648
O 6.7623 9.6474 9.053
O 1.0068 9.7341 8.9337
O 9.6168 6.7549 9.0843
O 7.0793 3.6388 8.5725
O 1.1937 4.3669 8.6153
O 3.8928 2.0779 9.0816
O 10.3227 1.3 8.9303
O 4.4994 6.564 9.0768
O 5.7333 10.9337 22.4923
O 5.4585 4.8981 21.964
O 8.3548 2.415 22.3822
O 0.0726 5.1957 22.1427
O 0.0454 10.7741 22.1211
O 8.5284 8.0371 21.8704
O 2.0599 8.3298 22.2697
O 3.1378 2.5179 22.006
Si 0.7252 6.7003 14.6155
Si 6.6544 2.8854 14.6458
Si 8.9865 0.1678 15.4365
Si 1.4175 4.6445 10.1982
Si 2.4333 2.6365 20.5388
Si 4.6852 6.0072 17.8651
Si 4.1604 9.3787 14.6495
Si 7.5294 3.576 10.1263
Si 3.1227 1.9295 10.5288
Si 7.495 8.1655 20.6114
Si 9.0607 8.1426 15.2955
Si 1.5335 9.4459 13.1241
Si 1.1278 3.7691 14.5054
Si 6.009 10.9634 20.9088
Si 8.2538 2.1077 20.7914
Si 7.5835 7.0673 17.9007
Si 4.1875 4.6988 15.0014
Si 0.6404 5.2326 20.6063
Si 9.0084 4.406 18.8856
Si 7.8376 7.6605 12.4573
Si 5.0808 6.986 13.1168
Si 2.462 7.7424 16.8269
Si 0.0233 0.4904 20.6322
Si 10.799 1.0882 13.2209
Si 9.5102 5.9508 10.5121
Si 9.5187 2.9388 16.1354
Si 2.0105 9.8047 10.2021
Si 1.7157 9.7323 18.7908
Si 9.5813 1.1441 10.3637
Si 2.4596 7.656 20.8601
Si 5.831 1.8365 11.8215
Si 7.236 10.1417 10.5427
Si 4.0058 0.7536 18.8117
Si 3.5409 7.085 10.2859
Si 5.8843 0.5575 16.2177
Si 5.1425 5.9636 20.7739
O 6.8659 1.331 20.4438
O 3.14 8.6414 9.925
O 8.0962 7.6505 16.49
O 8.0662 5.5661 18.271
O 2.3344 5.9817 10.4484
O 8.2212 3.5397 20.0152
O 5.2183 0.5722 17.7164
O 8.1478 8.0063 19.1185
O 0.0078 3.6428 15.7122
O 7.2074 8.8533 11.5347
O 8.7724 10.6734 10.4215
O 0.7228 2.4525 13.6
O 9.6582 9.6308 15.6421
O 1.7097 6.6214 15.9191
O 4.118 6.041 14.0591
O 8.5863 2.4069 10.475
O 5.9551 2.1379 15.9047
O 0.8358 5.2586 13.84
O 6.2272 3.214 11.0264
O 3.0907 9.7589 13.4814
O 6.541 1.9343 13.3038
O 1.226 9.3246 11.5384
O 6.3946 6.9875 20.753
O 10.6253 1.1836 11.6063
O 0.3448 10.2971 19.4823
O 3.8188 6.8209 21.1426
O 9.7018 1.3179 16.3474
O 4.1897 1.8796 11.7817
O 1.165 1.6286 20.5034
O 8.218 3.2537 15.1076
O 4.901 5.245 19.3093
O 4.8993 10.7112 15.1922
O 8.301 8.314 13.8711
O 5.9617 7.0155 17.6923
O 3.4399 8.6564 15.9099
O 0.7259 10.7307 13.6955
O 10.3773 4.9957 19.5329
O 9.5112 1.1701 20.34
O 9.1567 6.9919 11.7396
O 9.3178 0.7817 13.9144
O 2.6747 -0.0021 18.2351
O 1.3628 8.7164 17.5545
O 2.6384 8.9052 19.8436
O 1.8393 4.1451 20.3628
O 6.6373 6.5669 12.7729
O 4.5758 10.9663 20.1523
O 2.4625 0.4233 10.4523
O 10.1592 6.9551 15.16
O 8.1988 4.9901 10.5151
O 5.5957 4.0968 14.3975
O 2.1093 3.2363 10.785
O 7.4122 10.932 15.9233
O 9.2821 3.4368 17.6393
O 1.1232 7.9939 13.7227
O 4.4768 5 16.5933
O 4.3166 7.1472 11.7014
O 3.4849 2.2486 19.3159
O 3.3465 6.9436 17.9396
O 6.298 0.4258 11.1109
O 1.2634 6.7038 20.3043
O 10.8677 5.0575 10.7928
O 2.7647 3.8212 14.8716
O 6.8388 9.6299 20.5727
O 5.2394 8.3892 13.9454

Results
free energy: -129411.477 eV
free energy less fixed offsets of O -568.88, Si -635.61 eV per atom: -0.557 eV

Forces (eV/angstrom), in the order of the atoms: element, x, y, z
Si -0.1214 0.0851 -0.1259
Si 0.1388 -0.1389 -0.0437
Si -0.0996 0.1212 -0.132
Si 0.1319 -0.1525 -0.0557
Si 0.1552 -0.1699 -0.0773
Si -0.1348 0.095 -0.0909
Si 0.0923 -0.113 -0.324
Si -0.1462 0.1664 -0.1875
Si -0.0028 -0.0226 -0.0239
Si 0.0005 -0.0039 0.0114
Si -0.0252 0.0258 0.0258
Si 0.007 0.0002 0.0135
Si 0.0026 -0.0563 -0.0125
Si -0.0257 0.0018 -0.025
Si 0.0271 -0.0271 -0.0165
Si 0.0078 0.0189 0.0572
Si -0.0088 0.003 -0.0502
Si 0.0102 -0.0082 -0.0069
Si 0.0002 -0.0094 -0.0167
Si -0.0068 -0.0024 -0.0003
Si 0.0041 -0.007 0.0103
Si -0.0027 0.0016 -0.0189
Si 0.0049 0.052 -0.0124
Si 0.0182 0.0201 -0.0009
Si -0.184 -0.0021 0.6401
Si 0.1548 -0.1147 -0.5072
Si 0.079 -0.0372 -0.4298
Si 0.033 0.3738 0.5277
Si 0.1549 -0.1079 -0.6097
Si -0.3377 -0.0053 0.4853
Si -0.2045 0.0188 0.3305
Si -0.065 -0.2989 -0.4952
Si 0.0424 -0.0374 0.0411
Si -0.0874 0.0031 -0.0203
Si -0.0104 -0.0869 0.0495
Si -0.046 0.0487 -0.0389
Si -0.0342 0.0085 -0.0257
Si 0.1042 -0.0261 0.0598
Si -0.0245 0.0657 -0.0425
Si -0.0084 -0.0988 0.0616
Si -0.0202 0.0443 0.0077
Si 0.0487 -0.0115 -0.0312
Si -0.0291 0.0291 -0.0104
Si 0.0565 -0.0484 -0.0316
Si 0.01 -0.0279 -0.0308
Si -0.0776 0.0692 0.0171
Si 0.0379 -0.0263 -0.0115
Si -0.0284 0.0516 -0.0053
Si 0.0063 -0.0176 0.0004
Si -0.0322 0.0034 0.036
Si -0.0201 0.031 0.0201
Si 0.0218 -0.0433 -0.0045
Si -0.0305 0.0048 0.0321
Si 0.0251 -0.0553 -0.002
Si 0.0456 -0.0275 -0.0056
Si -0.0246 0.036 0.0254
Si -0.0114 0.0899 -0.0032
Si 0.0457 0.0132 0.0239
Si -0.0081 -0.0706 -0.0291
Si -0.0306 0.0374 -0.0248
Si 0.0757 -0.0003 0.0023
Si 0.0226 0.0708 -0.0016
Si -0.0365 0.0344 -0.0126
Si 0.0034 -0.0331 -0.0221
Si 0.0184 -0.2243 -0.2477
Si 0.0947 -0.1814 0.5804
Si -0.0222 -0.0082 -0.7339
Si -0.1578 -0.0359 0.5104
Si 0.1657 0.0659 0.3609
Si 0.2342 0.1553 -0.5443
Si 0.0591 0.2292 0.6607
Si -0.0309 0.1449 -0.4236
Si 0.0065 -0.0081 0.0339
Si 0.0038 -0.0062 -0.0057
Si 0.0039 -0.0073 0.0194
Si 0.0057 0.0054 0.0052
Si -0.0141 -0.0098 0.0012
Si -0.0106 -0.0029 0.0118
Si 0.0015 -0.0005 -0.0126
Si 0.0092 0.0051 0.0178
Si 0.0187 -0.0219 0.0124
Si 0.0042 0.0228 0.0012
Si -0.012 0.0245 -0.0263
Si 0.0154 -0.0167 -0.0129
Si 0.0131 0.0339 0.01
Si -0.0294 -0.0161 0.0095
Si 0.0035 -0.0117 -0.0391
Si -0.022 0.0364 -0.0211
Si 0.1072 -0.0803 0.1044
Si -0.0649 0.1012 0.0976
Si -0.1591 0.1365 0.0787
Si 0.1319 -0.1598 0.0088
Si -0.1016 0.1091 0.1133
Si 0.1712 -0.1643 0.1597
Si 0.0887 -0.0925 0.0565
Si -0.1729 0.1496 0.1086
O 0.0355 -0.1014 -0.1822
O -0.0352 0.03 -0.0924
O -0.0711 0.1236 -0.1592
O -0.0593 0.0502 -0.0007
O 0.0439 -0.0677 -0.0664
O -0.012 0.0519 -0.1469
O 0.0068 -0.0445 -0.0649
O 0.0682 -0.061 -0.1428
O -0.0798 0.041 0.0282
O 0.0591 -0.0497 0.1178
O -0.0382 0.095 0.0903
O -0.0923 0.0752 0.1593
O 0.0341 -0.0623 0.1379
O 0.0994 -0.084 0.1836
O 0.0592 -0.017 0.0655
O 0.0883 -0.0322 0.1459
Si 0.0111 0.0466 0.0471
Si 0.0169 0.0031 0.0274
Si 0.0079 -0.001 0.0412
Si 0.0513 -0.0213 0.0087
Si -0.0301 -0.0874 -0.0753
Si 0.0238 0.0692 -0.0855
Si -0.0174 -0.0262 0.0301
Si -0.0293 0.0081 0.0493
Si -0.019 -0.0255 0.0482
Si 0.0093 -0.0035 -0.0637
Si -0.0252 -0.0474 -0.0107
Si 0.0321 -0.0101 0.0893
Si -0.0263 -0.0142 0.0445
Si -0.0375 0.0096 -0.0604
Si -0.0392 0.0286 -0.0846
Si 0.0016 -0.0598 -0.0052
Si -0.0215 0.0379 0.0549
Si -0.0096 0.0132 -0.1194
Si -0.0245 0.0192 -0.034
Si -0.0516 -0.0297 0.0605
Si 0.0834 0.019 0.05
Si -0.0208 0.0373 -0.0201
Si 0.092 -0.0404 -0.0649
Si 0.0274 -0.0476 0.0683
Si -0.0586 0.0147 0.0818
Si -0.0059 0.0354 0.0139
Si -0.0531 0.0258 -0.0094
Si -0.0127 0.0379 -0.0351
Si 0.0026 -0.0074 -0.0533
Si 0.0185 0.2042 0.1358
Si 0.0237 -0.0053 -0.0021
Si 0.0316 0.0317 0.122
Si -0.0416 -0.0511 -0.0296
Si -0.039 -0.0385 0.0427
Si -0.0536 0.0073 0.0045
Si -0.009 0.0009 -0.0034
O -0.0076 0.0279 0.0386
O 0.0544 0.0045 -0.0149
O 0.0011 0.0165 0.0046
O -0.0015 -0.0164 0.0158
O 0.0233 0.0246 -0.0323
O -0.0125 -0.0113 0.0259
O 0.0333 0.009 0.0078
O -0.0007 0.0152 0.0598
O 0.0161 -0.0237 -0.0208
O -0.0064 0.0365 -0.0555
O 0.0198 -0.0248 -0.013
O -0.0078 0.0137 -0.0123
O 0.0018 0.0369 0.0047
O -0.0056 -0.0006 0.0051
O 0.0166 -0.0277 -0.036
O 0.0143 -0.0108 -0.0191
O 0.0144 -0.0024 0.0115
O -0.0013 -0.028 -0.0297
O 0.0334 0.0123 -0.0331
O -0.0198 0.0049 -0.0211
O 0.0251 0.0134 -0.0403
O -0.0228 -0.0253 -0.0206
O -0.0221 -0.0147 0.0251
O -0.0319 0.0166 -0.0366
O -0.0079 0.0021 0.0348
O -0.0994 0.049 -0.0139
O -0.0009 -0.0049 0.0175
O -0.0403 0.0078 -0.0265
O 0.0268 0.0176 0.0323
O -0.0319 0.0014 -0.0582
O -0.0075 0.0113 0.0576
O 0.0168 0.0034 -0.009
O 0.0088 0.0161 -0.023
O -0.0277 0.0004 0.0121
O -0.0025 -0.0003 0.0187
O -0.0158 0.0144 -0.0247
O 0.0633 0.0159 0.0737
O -0.0173 -0.0134 0.0144
O 0.0452 -0.0278 -0.0709
O -0.0203 0.0064 -0.0259
O 0.0022 0.0075 0.0461
O 0.0322 -0.0015 0.0205
O 0.0109 -0.1191 0.1458
O 0.0157 0.0333 0.02
O -0.0053 -0.0018 -0.0071
O 0.0253 -0.0152 0.0364
O 0.027 0.0047 -0.0086
O -0.0031 -0.0073 -0.0027
O -0.031 0.0096 -0.0459
O 0.0114 -0.0133 -0.0098
O -0.0103 -0.0017 -0.0273
O 0.018 0.0176 -0.0058
O 0.0045 -0.0388 -0.0214
O 0.008 0.0145 -0.0616
O -0.001 -0.0177 0.0275
O -0.0177 0.0045 -0.0615
O -0.0096 0.0349 0.0607
O 0.0241 -0.037 0.0018
O -0.0036 -0.021 -0.0222
O -0.0057 0.0062 0.0453
O 0.0135 0.0041 -0.0206
O -0.002 -0.0213 -0.0221
O 0.0055 0.0311 0.0263
O -0.0202 -0.0115 -0.0272

The program warned: the cutoff lies below the one the program advises for these potential files; the exchange-correlation potential is rough where the density is thin.
